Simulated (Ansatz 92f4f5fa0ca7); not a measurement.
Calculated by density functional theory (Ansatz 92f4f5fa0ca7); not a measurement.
Periodic cell of 256 atoms, Si144O112, from a study of silicon, its oxide and their interface. The atomic structure is a simulated model.

Settings: functional r2SCAN; potential files Ansatz norm-conserving; basis plane waves; wave-function cutoff 1300 eV; density cutoff ratio 4; exchange-correlation grid ratio 1; k mesh 2 x 2 x 1, shifted by 0.5 0.5 0.5 of a step; self-consistency stop 5e-08 eV per atom in the density residual; occupations Fermi-Dirac, 0.05 eV; spin none; net charge 0.

Cell vectors (angstrom)
a 10.888 0 0
b 0 10.888 0
c 0 0 36.2432

Atoms: element, x, y, z (angstrom)
Si -1.4076 -1.5935 1.4959
Si 0.1436 -0.5023 0.0415
Si -0.2901 5.432 -1.9692
Si -0.9903 5.6613 0.2627
Si 6.1463 -5.3012 -4.3601
Si 7.1946 1.7033 -1.0856
Si 5.2012 4.7848 1.2474
Si 7.3823 8.4561 -1.3196
Si 2.7053 -0.0773 2.5974
Si 6.649 6.5402 1.8778
Si 2.0913 7.9232 -0.1853
Si 0.8986 6.6649 1.4161
Si 7.4908 1.9596 1.275
Si 9.1426 3.809 1.5667
Si 5.4484 3.9945 -1.7528
Si 8.3011 7.4167 0.5088
Si 0.0146 2.6628 2.6371
Si 1.3604 1.2781 1.1851
Si -0.0573 8.1317 2.9432
Si 2.5541 5.5822 2.6776
Si 5.6939 2.831 2.5535
Si 8.217 0.0667 2.5908
Si 5.3034 8.2537 2.6593
Si 8.1612 5.3092 3.1103
Si 1.3756 4.0421 4.0176
Si 4.1536 1.4056 3.8397
Si 1.3831 9.5419 4.1077
Si 3.9587 6.9032 4.0822
Si 6.7597 3.9799 4.3139
Si 9.5739 1.3183 4.068
Si 6.7529 9.6264 3.9596
Si 9.53 6.763 4.2872
Si 0.0278 -0.0047 5.4463
Si 2.7707 2.6916 5.3409
Si 0.0587 5.3775 5.5105
Si 2.6888 8.2121 5.5237
Si 5.432 0.0771 5.3601
Si 8.2148 2.6452 5.5257
Si 5.3509 5.4747 5.4307
Si 8.0847 8.2144 5.4225
Si 1.3953 1.3615 6.7722
Si 4.0643 4.0708 6.7808
Si 1.3682 6.789 6.8622
Si 4.0779 9.6111 6.784
Si 6.7969 1.3315 6.8304
Si 9.5621 4.0401 6.863
Si 6.7369 6.8252 6.7821
Si 9.5395 9.5176 6.7657
Si 0.0316 2.6605 8.2005
Si 2.7265 0.0436 8.1981
Si -0.0065 8.1773 8.1859
Si 2.7533 5.4238 8.1753
Si 5.4196 2.718 8.1791
Si 8.2082 -0.0192 8.1221
Si 5.3924 8.2052 8.1317
Si 8.1505 5.4581 8.1303
Si 1.4514 4.0014 9.4964
Si 4.0733 1.3691 9.6087
Si 1.3715 9.5529 9.5676
Si 4.032 6.8729 9.539
Si 6.8048 4.091 9.5077
Si 9.5248 1.291 9.5647
Si 6.8347 9.5262 9.4104
Si 9.4941 6.8256 9.5178
Si -0.0256 -0.0687 10.982
Si 2.7079 2.6954 11.0431
Si 0.0821 5.4096 10.697
Si 2.726 8.2486 11.0118
Si 5.5492 -0.0309 10.8074
Si 8.1143 2.6589 10.883
Si 5.4248 5.4936 10.8113
Si 8.0752 8.2141 10.8552
Si 1.2569 1.3118 12.4153
Si 4.12 4.2127 12.2385
Si 1.2478 6.8019 12.1869
Si 5.6522 8.1381 13.8913
Si 6.6875 1.3753 12.331
Si 9.6285 4.0394 11.9951
Si 6.7496 6.8171 12.218
Si 9.3837 9.5149 12.3212
Si -0.0462 2.8395 13.6088
Si 2.6977 0.4248 14.099
Si -0.7758 7.4268 13.2647
Si 2.7537 5.6469 13.5323
Si 5.4809 2.9653 13.7135
Si 7.3171 -1.4951 15.302
Si 4.4246 9.4665 12.3082
Si 8.4678 5.6093 13.1744
Si 1.7054 3.9726 14.7193
Si 3.5149 2.4141 15.093
Si 1.0252 9.742 18.4065
Si 2.1612 8.7243 15.9637
Si 7.4622 4.0472 14.6909
Si 9.7538 0.8128 17.8336
Si 9.0163 12.9583 14.9452
Si 10.0398 7.7022 15.5027
Si -0.0564 3.1888 23.2507
Si 6.3026 19.8378 25.7757
Si 5.7564 24.437 22.5005
Si -3.8101 18.1755 19.2603
Si 5.0778 0.9759 19.9109
Si 17.9486 -0.6797 18.2769
Si 12.8694 5.9711 34.3985
Si 4.6721 -6.3214 27.4626
Si -10.9181 11.1086 27.1185
Si 0.0702 9.534 29.4961
Si -12.3545 -21.8617 34.6547
Si 1.7929 5.5502 26.9334
Si -2.8028 22.1576 26.3638
Si 3.7473 -12.4988 37.3128
Si -11.3952 3.4702 19.2456
Si -8.5864 -14.7234 24.4124
Si 0.117 27.1165 17.1291
Si 2.7947 -11.5863 20.6199
Si -13.1992 6.9197 32.5047
Si -4.0983 16.446 21.9001
Si -4.6116 -3.8596 28.1958
Si 5.0363 -0.6056 34.7568
Si 0.1681 21.7477 32.2072
Si 26.5907 -7.47 30.2465
Si 13.5562 13.9821 35.1293
Si -5.6864 -10.4179 27.0104
Si -21.1243 20.5092 24.6097
Si 4.1447 2.7454 25.175
Si 15.9683 7.308 23.5701
Si 8.3933 12.2689 23.5142
Si -6.0495 11.3081 30.1209
Si 2.8389 7.2228 21.5562
Si 3.1834 -0.8234 32.1113
Si 20.6588 -11.8351 22.301
Si 5.0614 8.3651 30.6551
Si 8.1254 21.9256 13.7621
Si -5.0116 5.4218 16.9979
Si 2.3057 -6.0283 31.5218
Si 9.7818 5.243 21.4714
Si -11.8533 -3.0296 20.0443
Si 19.9288 7.478 29.6736
Si 22.8846 -7.9403 25.9898
Si 22.6751 17.6609 29.4898
Si 4.1421 14.1347 18.0481
Si 0.5271 -7.9295 32.9578
Si 1.2837 0.7361 22.588
Si 1.9626 5.1199 19.3033
Si 25.6565 17.9404 15.1145
O -3.1404 5.5978 -4.1481
O -6.2785 0.4471 -7.7248
O 5.8976 8.5288 -11.9845
O 5.1628 -3.0841 -7.1219
O -3.853 4.9879 -20.2769
O -3.2134 -3.152 -2.7093
O 15.0759 2.9658 -1.6719
O 5.8857 5.5043 -8.3343
O 6.1394 -4.7397 -12.9899
O 12.475 -4.8832 -10.8498
O 10.8652 9.9313 -10.2245
O 8.173 -1.0336 -1.225
O 4.2326 -0.506 -0.0772
O 10.5819 10.449 -5.4951
O 16.6962 -2.0326 -1.377
O -8.6241 9.1049 17.5464
O -4.9916 15.4295 30.6785
O 1.1563 -1.6531 35.6084
O 2.656 11.1444 21.9108
O 4.5692 16.9363 16.2448
O -2.2188 30.3364 15.7964
O 2.2779 -11.7004 15.0653
O -19.3517 8.6407 20.9035
O 12.6076 -0.224 19.5237
O -10.3063 8.3505 15.879
O 20.197 34.2678 16.4958
O 20.2905 4.1128 20.3564
O 5.1386 20.7459 26.424
O 10.9278 21.8438 21.78
O 0.1527 21.6618 17.5091
O 3.1146 4.4048 18.4547
O 1.0789 -6.7773 27.1183
O 1.8325 8.5492 24.7819
O 15.1149 23.9312 19.2162
O 8.6414 1.2113 25.0953
O 11.957 6.0202 18.2698
O -1.5371 30.6959 21.1319
O -4.1643 19.7628 19.1449
O 5.4675 12.4497 21.3563
O 2.4043 -17.093 35.3532
O 8.6166 -0.2282 18.33
O 9.9871 17.2416 16.4083
O -4.4323 6.5519 17.9761
O 3.7383 2.4218 16.7187
O 3.6294 -2.2389 31.4059
O -9.7641 4.623 16.1013
O -6.3928 -18.2964 28.6593
O 13.5232 -5.1734 32.8854
O -1.6016 -10.4183 27.4428
O -0.4728 -1.7712 23.549
O 1.9521 -4.0816 22.8473
O 10.7943 4.6386 22.5647
O -2.3904 10.8318 22.7586
O 6.1596 14.9491 21.7607
O -16.2586 14.9448 17.7899
O 11.6097 -11.264 28.4094
O 26.1105 -14.2297 22.1335
O 4.566 2.8196 23.605
O -15.2404 17.3921 20.5846
O 14.3422 0.2992 30.9685
O 2.6476 6.0422 20.4517
O 8.3786 -5.2976 22.1697
O 13.2288 2.2338 36.4665
O -0.8924 -0.6358 33.2531
O 6.9649 -8.8288 23.3582
O -19.2186 -7.9006 25.2783
O -15.1218 9.9466 16.7057
O -4.8239 11.523 34.6762
O 1.157 17.5405 27.9066
O 3.9269 -11.037 13.2172
O -7.3914 -7.037 31.0978
O 0.9907 -7.0028 19.7728
O 5.4083 4.8241 35.8743
O -0.7866 15.0887 17.8276
O -5.1982 -3.7658 31.5274
O 5.6741 9.9277 30.5497
O -9.6324 0.1476 24.0921
O -10.85 -7.5795 24.8455
O 3.9068 -3.9968 24.6081
O 12.517 -0.6661 32.5123
O 40.3538 9.7899 25.8082
O -4.4249 18.5633 26.7386
O -21.6909 19.4816 19.0682
O -6.6073 -0.4242 20.0812
O 21.7943 -9.311 32.3355
O 11.6459 12.4335 26.6824
O -11.8191 6.4747 33.1932
O 20.4976 8.8076 28.9389
O -0.7774 1.8953 19.0018
O 1.0203 -6.9654 31.7667
O 17.6914 3.1195 34.4626
O -9.7066 2.3376 22.6336
O 6.2899 11.4747 18.9186
O -11.2626 6.5579 20.8357
O 4.9539 -7.0291 26.0384
O 16.2632 -8.9776 30.549
O 7.6856 -14.7773 28.9864
O 14.2348 16.3506 27.3281
O 8.7919 18.7541 31.2258
O 1.0804 30.1089 29.9151
O 26.1685 12.2309 25.9324
O 10.3581 3.8632 33.8033
O -2.1938 18.132 19.1901
O -2.1967 12.2593 34.5802
O 16.3305 -16.7521 33.2448
O -4.1402 11.8751 27.0522
O -1.408 13.2752 22.8946
O 14.9516 10.2848 33.4644
O 12.6164 2.5297 33.9508
O -7.2663 15.8972 37.806
O 10.2239 6.3558 29.7062
O 23.7202 5.8724 30.3191

Results
free energy: -68942.430 eV
free energy less fixed offsets of O -463.61, Si -117.95 eV per atom: -33.310 eV
pressure: -0.24 GPa
stress xx, yy, zz, yz, xz, xy (GPa, positive in tension): -0.54, 1.33, -0.06, 0.05, 0.16, 0.52

Forces (eV/angstrom), in the order of the atoms: element, x, y, z
Si -0.0209 0.0325 0.1357
Si 0.0313 0.0195 0.0039
Si -0.1385 0.1305 0.1359
Si -0.0798 -0.0294 -0.0587
Si 0.0688 0.0025 0.2197
Si 0.0245 0.0103 0.0983
Si 0.0709 0.0224 0.0948
Si 0.0714 -0.0622 0.0935
Si -0.0068 0.0404 -0.0176
Si 0.0686 -0.0022 -0.0097
Si 0.0333 0.0608 0.1204
Si 0.0021 -0.0332 -0.0643
Si -0.0704 0.0213 0.0482
Si -0.0591 0.0146 0.0395
Si 0.0169 -0.0347 0.1684
Si -0.0288 -0.021 -0.0771
Si -0.0287 -0.0348 0.0104
Si -0.0267 -0.06 0.0266
Si -0.0112 -0.0245 -0.0399
Si 0.0292 0.0546 0.0075
Si 0.0163 -0.0652 -0.0442
Si 0.0221 0.0023 0.0056
Si -0.0327 -0.0305 0.03
Si 0.0864 0.0051 0.0486
Si -0.0526 0.0317 -0.0058
Si 0.0414 -0.0515 -0.0186
Si 0.0149 0.02 -0.0332
Si -0.0372 0.0025 -0.0114
Si 0.0261 0.0045 -0.0576
Si 0.0154 0.0046 -0.0015
Si 0.02 0.0064 -0.0186
Si 0.0021 -0.0451 0.0205
Si -0.0315 -0.0313 0.0027
Si -0.0522 0.0039 -0.0272
Si 0.0053 0.0238 -0.0294
Si 0.0042 -0.0144 -0.0134
Si 0.0089 0.025 0.0086
Si -0.0454 -0.0216 -0.0161
Si 0.0192 -0.039 -0.0137
Si 0.037 0.0214 -0.0405
Si 0.0218 -0.0205 -0.0017
Si 0.0088 0.0266 -0.0049
Si -0.0315 -0.039 -0.0049
Si 0.0013 -0.0147 -0.0149
Si 0.0306 -0.0119 0.0145
Si 0.0015 0.0152 0.0061
Si -0.0129 0.014 -0.0021
Si -0.0172 0.007 0.0151
Si -0.0044 0.0096 -0.0046
Si -0.0493 0.0003 -0.0056
Si -0.0119 -0.0174 0.0152
Si -0.0115 0.0392 0.0201
Si 0.0523 0.0343 -0.0015
Si -0.0053 -0.0385 0.0102
Si -0.0196 0.0105 0.0256
Si 0.019 0.0173 0.0097
Si -0.0009 -0.03 0.0457
Si -0.035 -0.0211 -0.0246
Si 0.0583 0.0015 -0.0284
Si 0.02 -0.0348 0.0094
Si -0.0171 -0.0162 0.0018
Si -0.0321 0.0272 0.0137
Si 0.0127 -0.0275 -0.0019
Si 0.0044 0.0114 0.0148
Si 0.0166 -0.0613 0.0533
Si 0.031 -0.0228 -0.0145
Si -0.0107 -0.0301 0.0005
Si -0.0055 0.0098 -0.0264
Si 0.0195 0.026 -0.0147
Si -0.0012 0.0038 -0.0294
Si 0.0517 0.0242 -0.0098
Si -0.0927 0.0382 0.0069
Si -0.017 -0.0043 -0.042
Si -0.0345 0.0001 0.0238
Si -0.0507 -0.0075 0.0587
Si 0.0333 -0.0403 0.0256
Si -0.0014 0.0081 0.0251
Si 0.0442 -0.0281 -0.0533
Si -0.0041 -0.0107 -0.0226
Si -0.0452 -0.0825 0.0295
Si -0.0445 -0.0253 -0.0207
Si 0.074 -0.0199 -0.0868
Si 0.0849 0.0405 -0.0072
Si 0.0264 0.0111 -0.0732
Si 0.0507 0.0346 -0.1157
Si 0.0177 0.0474 -0.2321
Si -0.0363 -0.0874 -0.0757
Si -0.0491 0.0338 0.0002
Si 0.0284 0.0123 -0.0944
Si -0.0446 0.1215 -0.0116
Si 0.0492 -0.0512 -0.2616
Si 0.1206 -0.0879 -0.1727
Si -0.0195 0.0838 0.0037
Si -0.0581 0.0615 -0.1992
Si 0.0415 -0.0609 -0.1485
Si 0.0058 -0.0175 -0.2241
Si 0.0138 0.0767 -0.0847
Si -0.0204 -0.0533 0.0549
Si -0.0145 0.0019 -0.1803
Si -0.0392 0.0401 -0.2151
Si -0.0158 0.0222 -0.2112
Si 0.0432 -0.034 -0.1977
Si -0.046 -0.0733 -0.021
Si 0.0387 -0.0174 0.2028
Si 0.0478 -0.0496 0.1719
Si -0.0464 -0.023 0.2447
Si -0.0094 0.0346 0.1074
Si -0.0162 0.0925 0.1363
Si -0.008 0.0153 0.0724
Si 0.0491 0.0127 0.1561
Si 0.0084 -0.045 -0.2238
Si -0.0162 -0.0179 -0.0663
Si 0.0498 -0.064 -0.2684
Si 0.0183 0.0176 -0.208
Si -0.0003 -0.0193 0.2478
Si 0.0272 0.065 -0.1724
Si 0.0207 0.0344 0.2433
Si 0.0267 0.0403 0.1357
Si -0.0279 0.0516 0.2094
Si 0.019 0.0397 0.2459
Si -0.0449 -0.042 0.0565
Si -0.0432 0.0015 0.1962
Si -0.0083 -0.011 0.0057
Si 0.0263 0.0114 0.01
Si 0.013 -0.0209 -0.1069
Si -0.0141 -0.0037 -0.0617
Si -0.0325 -0.0103 0.2623
Si -0.0267 -0.0329 -0.1776
Si -0.0206 0.0234 0.2
Si -0.0233 -0.061 -0.1814
Si -0.0395 -0.0107 0.2339
Si 0.0574 0.0445 0.0314
Si 0.0169 0.0011 -0.1366
Si -0.0348 -0.0295 0.2347
Si 0.0051 0.0004 -0.177
Si -0.0099 -0.0212 -0.1836
Si 0.0152 0.0008 0.2299
Si 0.006 0.0131 0.0486
Si -0.0272 -0.0256 0.2061
Si -0.0113 -0.0158 -0.1771
Si -0.0156 -0.0592 0.1092
Si 0.0461 -0.0183 -0.1196
Si -0.0188 -0.0384 -0.1794
Si -0.1204 0.0806 -0.0862
O -0.0158 -0.0044 -0.0775
O 0.0195 0.0116 -0.1986
O 0.0045 0.0221 0.0177
O 0.0431 -0.046 -0.16
O -0.0401 0.0107 0.1147
O -0.0026 -0.046 -0.203
O -0.029 0.0054 0.0075
O -0.017 -0.0344 -0.08
O -0.0221 0.0159 0.0589
O 0.0098 0.002 -0.0257
O 0.0071 -0.0002 -0.0531
O 0.0026 0.0584 -0.0665
O 0.0323 -0.028 -0.0859
O 0.0014 -0.0561 -0.182
O -0.0258 0.0023 -0.0441
O -0.0626 0.0793 0.1874
O -0.0459 -0.0494 -0.1153
O 0.0029 -0.0017 -0.0409
O -0.0449 0.0385 0.0968
O 0.0838 -0.0964 0.1244
O -0.0053 -0.0177 0.1128
O -0.0706 0.0044 0.0769
O -0.0113 -0.0261 0.0818
O 0.0395 0.0239 0.1285
O -0.0071 0.0912 0.126
O 0.0592 -0.0872 0.2661
O -0.0445 0.037 0.1287
O 0.0068 -0.0076 -0.0419
O 0.0027 0.0255 0.0558
O 0.015 -0.0243 0.0685
O -0.0125 0.0266 0.0674
O -0.0023 -0.0537 -0.0486
O 0.0023 0.0177 0.0089
O 0.0206 -0.0601 0.1189
O 0.0124 0.0047 0.0005
O 0.0149 -0.0008 0.1032
O 0.0126 0.0577 0.1121
O -0.0072 -0.0286 0.093
O 0.0291 0.0584 0.1491
O 0.0994 0.0259 -0.0307
O -0.0051 -0.0294 0.0774
O -0.0084 -0.0633 0.1669
O 0.0329 0.0336 0.1057
O -0.0022 0.027 0.1499
O 0.0326 -0.0324 -0.0741
O -0.0924 0.0841 0.2265
O -0.0048 0.039 -0.1862
O 0.0599 -0.0408 -0.0932
O -0.0259 0.0124 -0.0614
O 0.0206 -0.0001 0.0606
O -0.0016 -0.004 0.0879
O 0.015 -0.024 0.0877
O -0.0089 0.0396 0.0507
O -0.0056 -0.0268 0.0595
O -0.0057 -0.0603 0.0819
O -0.0194 0.0612 -0.1515
O 0.0217 0.006 0.0704
O -0.0344 -0.0031 0.0586
O -0.0097 -0.0595 0.1284
O 0.0452 0.0351 -0.1029
O 0.0382 0.0712 0.1186
O -0.0252 -0.0114 0.051
O 0.0336 0.0793 -0.0937
O 0.0635 -0.0484 -0.1275
O 0.0286 -0.0223 0.0554
O 0.0041 -0.0024 -0.0102
O -0.0273 0.0374 0.1609
O -0.0452 -0.014 -0.0668
O 0.0445 -0.044 -0.1449
O 0.0222 0.0495 0.0361
O 0.0367 -0.0238 -0.0781
O -0.0207 0.0297 0.0918
O -0.0312 -0.0233 -0.1389
O -0.0075 -0.0044 0.102
O -0.0191 0.0466 -0.0879
O 0.0144 0.0097 -0.0847
O -0.0067 -0.0009 0.0407
O 0.0055 -0.014 0.0221
O -0.0179 0.0076 0.0311
O 0.0322 -0.0163 -0.0409
O 0.0168 0.0133 -0.0199
O 0.0113 0.0407 -0.1044
O -0.024 -0.0157 0.1043
O -0.0271 -0.0186 0.0549
O 0.0158 -0.0034 -0.05
O 0.0044 0.0386 -0.0492
O 0.0092 -0.0212 -0.1111
O 0.0121 0.0297 -0.0802
O 0.0212 0.0456 0.1009
O 0.0401 0.027 -0.0727
O -0.029 0.0202 -0.0664
O -0.0142 0.0183 0.0276
O -0.0341 0.0367 0.0722
O 0.0012 -0.0025 0.0707
O -0.0089 -0.0223 -0.0751
O -0.0098 -0.0198 -0.0854
O -0.0737 -0.0203 -0.1289
O -0.0193 -0.009 -0.0586
O 0.0105 0.0082 -0.1631
O 0.0137 0.0096 -0.0696
O -0.0083 0.015 -0.0442
O 0.0325 -0.0153 0.0008
O 0.0394 0.0029 0.0892
O 0.0096 -0.0293 -0.0179
O 0.0025 0.0415 -0.1228
O 0.0312 -0.0147 -0.053
O -0.0008 -0.0133 0.0306
O -0.0689 -0.0192 -0.078
O -0.0395 -0.0298 -0.0807
O -0.0641 0.0422 0.0148
O 0.0343 -0.0009 -0.0802
O -0.0367 0.0653 -0.1234
